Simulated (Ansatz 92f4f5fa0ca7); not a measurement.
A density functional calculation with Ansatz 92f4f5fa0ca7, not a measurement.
Periodic cell of 222 atoms, Si131O89P2, from a study of silicon, its oxide and their interface. The atomic structure is a simulated model.
Doubt: the cutoff is far below the 930 eV that the study's wrapper takes by default for these files, so forces and energies are approximate.

Settings
functional: PBE
potential files: Ansatz PAW
basis: plane waves
wave-function cutoff: 580 eV
density cutoff ratio: 5
exchange-correlation grid ratio: 1
k mesh: 1 x 1 x 1, Gamma-centred
self-consistency stop: 5e-08 eV per atom in the density residual
occupations: fixed
spin: none
net charge: 0

Cell vectors (angstrom)
a 10.938 0 0
b 0 10.938 0
c 0 0 32.1988

Atoms: element, x, y, z (angstrom)
Si 10.6215 0.1699 24.8526
Si 5.6659 10.6307 24.7494
Si 2.5368 2.9407 24.6653
Si 8.3743 2.4994 24.8097
Si 0.305 5.2302 24.7609
P 5.2511 5.643 24.6357
P 2.832 8.0852 24.4875
Si 7.8889 8.3641 24.7661
Si 1.4034 1.334 26.0063
Si 6.7681 1.3171 26.0852
Si 4.124 4.1523 26.0222
Si 9.5629 4.1489 26.0377
Si 1.4643 6.9102 25.994
Si 6.6969 6.7664 26.0651
Si 3.9944 9.4511 25.9768
Si 9.4902 9.4852 26.122
Si 2.733 -0.0317 27.3745
Si 8.1635 -0.0221 27.4797
Si 0.0071 2.7297 27.3985
Si 5.4452 2.7376 27.3993
Si 2.7665 5.5127 27.422
Si 8.1792 5.4753 27.3987
Si 0.0128 8.1757 27.3996
Si 5.3929 8.1767 27.4502
Si 4.0783 1.3571 28.7472
Si 9.5793 1.3635 28.8039
Si 1.365 4.1158 28.7693
Si 6.8359 4.088 28.7621
Si 4.0926 6.8223 28.8534
Si 9.5653 6.8245 28.7608
Si 1.362 9.5667 28.7559
Si 6.7834 9.5527 28.8197
Si 0.0064 -0.0076 30.146
Si 5.4469 0.0104 30.1521
Si 2.7307 2.7385 30.1323
Si 8.2048 2.7339 30.1447
Si -0.003 5.4671 30.1411
Si 5.4858 5.4494 30.1623
Si 2.7142 8.2153 30.162
Si 8.2003 8.1964 30.1425
Si 1.3673 1.3673 31.515
Si 6.8362 1.3673 31.515
Si 4.1018 4.1018 31.515
Si 9.5708 4.1018 31.515
Si 1.3673 6.8362 31.515
Si 6.8362 6.8362 31.515
Si 4.1018 9.5708 31.515
Si 9.5708 9.5708 31.515
Si 2.7345 0 0.6835
Si 8.2035 0 0.6835
Si 0 2.7345 0.6835
Si 5.469 2.7345 0.6835
Si 2.7345 5.469 0.6835
Si 8.2035 5.469 0.6835
Si 0 8.2035 0.6835
Si 5.469 8.2035 0.6835
Si 4.1227 1.3615 2.058
Si 9.5637 1.3569 2.0509
Si 1.3699 4.1237 2.0331
Si 6.8463 4.0885 2.0596
Si 4.1037 6.8287 2.0514
Si 9.5783 6.8378 2.0537
Si 1.3794 9.5505 2.0521
Si 6.8283 9.594 2.0462
Si -0.0121 -0.0393 3.3815
Si 5.4947 0.0131 3.4753
Si 2.7788 2.7952 3.3524
Si 8.1851 2.6907 3.4504
Si 0.0245 5.4808 3.4315
Si 5.4783 5.4642 3.4057
Si 2.7725 8.2079 3.449
Si 8.2032 8.2321 3.3714
Si 1.3938 1.3929 4.6291
Si 6.8453 1.3509 4.9012
Si 4.1545 4.0845 4.8012
Si 9.5755 4.0847 4.7545
Si 1.4135 6.8327 4.8134
Si 6.8252 6.8888 4.7282
Si 4.1351 9.5784 4.8401
Si 9.5555 9.5519 4.7863
Si 2.7472 0.1133 6.0567
Si 8.2099 -0.0566 6.2567
Si 0.0292 2.6767 6.0393
Si 5.4756 2.7278 6.2835
Si 2.8172 5.4803 6.1726
Si 8.1768 5.4834 6.0369
Si 0.0135 8.1913 6.1469
Si 5.5276 8.2261 6.2301
Si 3.834 1.5809 7.5965
Si 9.843 1.1394 7.4464
Si 1.6313 3.8058 7.3044
Si 6.6509 4.4177 7.4668
Si 4.4075 6.6346 7.5407
Si 9.3659 6.9561 7.3986
Si 1.1424 9.9213 7.2858
Si 7.1601 9.2357 7.6592
O 8.3082 8.0926 7.9095
O 2.7156 2.7442 7.9533
O 9.5981 1.4325 24.8342
O 0.032 0.0263 7.9571
O 5.5292 5.5123 8.0253
O 6.8262 9.5392 24.251
O 1.3672 4.0508 24.2506
O 3.8657 7.3857 8.9319
O 0.8066 4.3822 8.5913
O 9.8129 6.1841 8.7944
O 2.1265 9.3859 8.4849
O 7.512 3.93 8.7887
O 4.2683 0.9327 9.0638
O 6.7271 9.5683 9.2129
O 9.21 1.8579 8.7903
O 7.9663 2.7247 23.228
O 10.5975 5.8907 23.4054
O 5.0685 0.4081 23.3939
O 6.3974 4.6513 23.8931
O 3.145 2.2584 23.2784
O 1.9495 9.2459 23.5971
O 8.5933 7.6842 23.4358
O -0.2269 10.6431 23.284
Si 4.4069 1.5778 22.4711
Si 3.491 7.9491 14.0186
Si 7.1145 0.9828 14.6579
Si 0.7334 9.5686 22.5319
Si 1.1814 4.3225 11.8742
Si 6.2652 8.9888 15.3075
Si 0.6737 1.3815 12.2915
Si 8.6198 4.9846 20.5305
Si 0.3265 5.7215 9.3519
Si 5.0976 3.1558 17.9332
Si 0.8769 3.7709 16.7366
Si 10.391 2.8868 19.2161
Si 5.2807 1.192 10.3414
Si 0.8767 0.2257 19.8091
Si 6.6446 9.4709 10.8514
Si 9.3293 9.7146 18.299
Si 9.391 9.2569 12.5508
Si 6.7628 3.6566 22.637
Si 2.4458 8.0737 9.3701
Si 10.5888 7.3938 17.0788
Si 2.5087 6.3178 16.5707
Si 10.1735 4.5132 14.1786
Si 6.1293 9.22 18.5029
Si 7.9704 2.5782 9.5673
Si 8.8759 2.1654 12.4417
Si 5.3343 6.281 18.0639
Si 3.9187 0.5964 19.46
Si 4.2784 3.851 12.0412
Si 5.5444 6.6143 12.1307
Si 8.0053 2.536 17.2106
Si 4.3543 2.4985 14.9614
Si 1.5312 1.2319 15.2559
Si 1.5695 9.4254 12.0299
Si 8.0487 6.8711 13.8606
Si 10.3743 9.8507 15.4697
Si 9.8151 7.0396 22.5621
Si 8.1001 5.5154 17.4292
O 6.0499 7.9694 11.2814
O 6.0074 9.231 16.8849
O 7.6737 1.3896 13.1871
O 0.8886 1.7618 13.8619
O 9.4309 6.2724 16.91
O 6.7592 6.216 13.134
O 5.1308 4.6927 18.5997
O 9.2218 2.1902 18.2637
O 2.3659 0.1421 19.0575
O 9.3875 10.2493 16.7328
O 2.7897 4.4473 11.7026
O 5.0606 10.362 19.0941
O 9.419 3.2682 13.4798
O 0.4559 1.8125 19.9365
O 3.1456 1.3831 15.0639
O 8.1244 5.4027 19.0483
O 3.8895 6.6255 17.3832
O 4.5726 3.3088 16.3764
O 9.0651 5.6937 14.3165
O 5.4946 2.757 22.1559
O 10.6653 4.165 15.6753
O 0.3283 3.9085 18.2684
O 10.4208 10.5743 19.1627
O 9.6484 10.0377 14.0063
O 10.861 8.211 22.1274
O 1.1835 2.1853 16.5264
O 9.7179 3.7805 20.4081
O 8.1228 4.0695 16.6897
O -0.0417 9.1106 11.8863
O 6.5776 2.4417 17.9986
O 5.5808 10.726 11.1876
O 7.7425 9.6269 18.8251
O 10.0241 1.0426 12.0554
O 1.3165 6.9636 9.0549
O 0.6238 4.7832 13.343
O 5.6941 7.6615 18.9775
O 5.2385 5.0979 11.5134
O 2.7148 7.009 15.1088
O 0.9123 2.7573 11.4619
O 0.8525 10.7033 15.5458
O 2.4072 8.5974 10.9026
O 4.699 2.4429 11.2637
O 4.2513 3.5228 13.671
O 2.1934 4.7091 16.4764
O 10.6948 8.2633 15.6901
O 6.9352 10.3142 14.6632
O 2.3406 8.9693 13.4134
O 8.0281 1.5601 15.8963
O 4.1281 7.0101 12.8472
O 4.1725 2.0518 18.7227
O 7.3048 4.477 21.3491
O 8.4101 2.9417 11.0903
O 1.1802 6.8933 17.3547
O 5.6442 1.5862 14.7573
O 8.1316 9.7697 11.5714
O 9.233 6.3167 21.2337
O 8.9544 7.7281 12.8404
O 1.6462 0.1329 11.8719
O 6.645 6.1903 17.0667
O 7.3961 7.8253 15.0307
O 1.2 10.3356 21.1813
O 10.0325 8.2413 18.3484
O 3.9471 0.8876 21.0756
O 0.3392 5.3447 10.9206
O 6.6985 1.5785 9.6333
O 4.7798 8.7289 14.6648

Results
free energy: -135404.956 eV
free energy less fixed offsets of O -568.88, P -755.39, Si -635.61 eV per atom: 1.054 eV

Forces (eV/angstrom), in the order of the atoms: element, x, y, z
Si -0.0996 0.0856 0.4289
Si 0.0196 -0.0725 -0.0586
Si -0.0229 0.0715 0.0449
Si 0.0723 -0.049 0.4929
Si 0.1325 -0.0207 0.0156
P 0.1967 -0.2067 0.0677
P 0.0199 0.1889 -0.3088
Si -0.0108 0.0086 -0.0029
Si -0.1087 0.0772 0.0667
Si 0.1311 -0.0672 0.0903
Si 0.0336 -0.0001 -0.0685
Si 0.0282 -0.1321 0.0915
Si -0.192 0.0403 0.0598
Si -0.0166 0.0504 -0.0038
Si 0.1112 0.0762 0.1442
Si -0.0974 0.1253 0.072
Si 0.1264 0.0174 -0.1127
Si 0.0747 0.0646 0.0568
Si -0.0695 -0.0891 -0.0056
Si -0.1428 -0.02 -0.0246
Si 0.0186 -0.0181 -0.04
Si 0.0111 0.1132 -0.0798
Si -0.0373 -0.1764 -0.0274
Si -0.0525 -0.0494 -0.1365
Si 0.0572 0.0011 0.1242
Si -0.0222 0.0224 -0.2113
Si -0.0309 -0.0339 -0.1952
Si 0.0282 -0.017 0.0827
Si -0.0126 0.042 -0.074
Si -0.0067 0.0346 0.1027
Si -0.0231 0.0144 0.1029
Si 0.0887 0.0271 -0.225
Si 0.0081 -0.0075 0.0318
Si -0.0544 0.083 0.027
Si 0.0152 -0.0178 0.0064
Si -0.0084 -0.0193 0.0398
Si -0.0233 0.0417 0.0274
Si -0.0072 0.0082 -0.0209
Si 0.028 -0.0194 -0.0354
Si 0.0498 -0.0395 0.0146
Si 0.0057 0.0313 -0.0533
Si 0.0183 0.0397 -0.0651
Si 0.0027 -0.13 0.0104
Si -0.0113 -0.0018 -0.0412
Si -0.1261 0.0161 -0.0094
Si 0.0944 -0.0522 0.0647
Si -0.1327 0.0401 0.0555
Si -0.0306 -0.0078 -0.0413
Si 0.0831 -0.0082 0.1357
Si -0.0482 0.068 -0.1183
Si -0.0648 -0.016 0.0781
Si 0.0748 -0.0639 0.018
Si -0.0213 0.1776 -0.1746
Si 0.0952 -0.0571 0.1158
Si 0.0644 -0.1451 -0.0189
Si -0.0318 0.0317 0.0486
Si 0.0316 -0.0248 -0.0263
Si 0.0082 0.0035 0.0121
Si -0.0541 0.0086 -0.0208
Si 0.0191 -0.0403 -0.0152
Si 0.0125 0.0098 0.0151
Si 0.011 -0.0115 -0.0279
Si 0.0394 -0.0277 -0.0251
Si -0.0319 0.0238 0.0015
Si 0.071 0.119 0.0875
Si -0.0668 -0.0102 -0.0998
Si -0.0651 -0.1431 0.143
Si 0.0691 0.1002 -0.0678
Si -0.0506 -0.0092 -0.0258
Si 0.0306 0.0337 0.0384
Si -0.0603 0.0029 -0.0743
Si 0.012 -0.0709 0.1035
Si -0.0049 0.0148 -0.1045
Si -0.0024 -0.0114 0.0827
Si 0.0129 0.0326 -0.0358
Si -0.0063 -0.0191 0.0235
Si 0.0184 0.0185 0.035
Si 0.0035 0.021 -0.0472
Si 0.0228 0.0215 0.0755
Si -0.0189 -0.0194 -0.0404
Si 0.0021 0.0362 -0.0387
Si -0.0044 -0.0108 0.0239
Si 0.0062 -0.022 -0.0277
Si -0.0168 -0.0137 0.018
Si 0.0012 0.0133 0.0188
Si 0.0035 0.0016 -0.0298
Si -0.0133 -0.0176 0.0131
Si -0.0013 -0.0107 -0.0294
Si 0.008 -0.0262 0.0036
Si 0.0009 0.0443 0.0082
Si -0.0462 -0.004 -0.0041
Si 0.0217 0.0338 0.0294
Si 0.0128 0.0068 -0.0025
Si -0.0115 -0.0074 -0.0001
Si 0.0133 0.0063 0.0173
Si -0.0097 -0.0091 0.0056
O 0.0047 0.0139 0.0011
O 0.0232 -0.0153 -0.0045
O -0.0326 -0.0621 -0.552
O -0.0014 -0.0125 -0.011
O -0.0079 -0.0158 -0.0048
O -0.0403 -0.0216 0.0057
O 0.062 0.067 -0.0524
O -0.0144 0.0051 0.0135
O 0.0059 0.0078 0.0176
O 0.0097 -0.0036 0.0181
O -0.017 0.0105 0.0006
O -0.0062 -0.004 -0.0005
O 0.0053 0.0065 0.0242
O 0.0061 -0.0031 0.0209
O -0.0128 0.0053 0.0218
O -0.002 0.0475 -0.0497
O -0.0168 0.015 -0.0488
O -0.0193 -0.0067 -0.0842
O -0.0659 -0.0151 -0.1051
O 0.024 0.0065 -0.0693
O 0.1031 -0.2269 0.1311
O -0.0153 -0.023 -0.1025
O 0.0443 -0.0492 0.0117
Si -0.0219 -0.0054 0.1358
Si -0.008 -0.0017 -0.0299
Si -0.0048 0.015 -0.0171
Si -0.0745 -0.1409 -0.0833
Si -0.0042 0.0002 -0.0186
Si 0.0036 -0.0003 -0.0307
Si 0.0028 -0.0016 -0.0201
Si 0.0087 0.0726 0.0266
Si -0.008 -0.0048 -0.0206
Si -0.0106 -0.0176 -0.0188
Si -0.0077 -0.0038 -0.0232
Si 0.0076 -0.0006 -0.0419
Si -0.0075 -0.0008 -0.0235
Si 0.0468 0.0227 -0.0113
Si -0.001 0.0072 -0.0262
Si -0.0062 -0.0128 -0.0291
Si -0.0031 -0.0021 -0.0242
Si -0.2249 0.0857 -0.0619
Si 0.0065 -0.01 -0.0155
Si -0.0038 0.0017 -0.0218
Si -0.0185 -0.0054 -0.0247
Si 0.0007 -0.0019 -0.0201
Si 0.0062 0.0451 -0.0234
Si 0.0125 -0.008 -0.0311
Si 0.0023 0.0058 -0.0177
Si -0.008 -0.0349 -0.0492
Si -0.006 0.0191 0.0177
Si 0.0038 -0.0038 -0.0221
Si 0.0029 0.0016 -0.0187
Si -0.0055 -0.0047 -0.0116
Si -0.0009 0.0033 -0.0234
Si -0.0036 0.0071 -0.0161
Si -0.0016 0.004 -0.015
Si 0.0053 -0.013 -0.0285
Si 0.0095 0.0031 -0.0296
Si -0.0284 -0.0215 0.1268
Si 0.0204 -0.0111 -0.027
O -0.0034 -0.0063 0.0115
O -0.001 -0.0019 0.0195
O -0.0063 -0.0026 0.0116
O 0.003 -0.0023 0.0177
O -0.0065 0.0058 0.0139
O 0.0032 0.0051 0.0119
O 0.002 0.0155 0.012
O 0.0062 -0.0008 0.0197
O -0.0252 -0.0069 0.0087
O -0.008 0.005 0.024
O -0.0014 0.0017 0.0076
O 0.0225 -0.0259 -0.0049
O -0.0008 0.0059 0.0051
O -0.0029 -0.0076 0.0113
O -0.0005 0.001 0.0076
O -0.0163 -0.0136 0.0171
O 0.0114 0.0078 0.0191
O 0.003 0.0057 0.016
O 0.0007 0.001 0.0018
O 0.0735 0.0786 0.0523
O 0.0057 -0.0001 0.0123
O -0.007 -0.0039 0.0198
O 0.0184 0.0022 0.0531
O 0.0009 0.0016 0.0213
O 0.0749 0.0592 0.0106
O 0.0005 0.0047 0.0064
O -0.0123 -0.0186 0.0056
O -0.0054 0.0116 0.0134
O -0.0026 0.0032 0.006
O 0.0015 0.0059 0.011
O -0.0015 -0.0005 0.0111
O -0.0007 -0.0022 0.0074
O -0.0002 0.0019 0.0065
O 0.0001 0.006 0.0064
O -0.0022 0.0056 0.0113
O -0.0047 -0.005 0.0285
O -0.0009 0.0032 0.0079
O -0.0015 -0.005 0.02
O -0.0005 -0.0015 0.0056
O -0.0025 -0.0027 0.0087
O -0.0019 0.008 0.0142
O -0.005 0.009 0.0127
O -0.0033 -0.0039 0.0177
O 0.0074 0.0072 0.0068
O -0.0013 -0.0023 0.013
O -0.0058 -0.0071 0.0113
O 0.008 -0.0055 0.0161
O 0.0003 0.0028 0.014
O -0.0049 0.0065 0.0162
O 0.0028 0.0028 0.0022
O 0.0234 0.0207 0.0563
O 0.0065 -0.0023 0.0203
O 0.0013 0.0068 0.01
O 0.002 -0.0036 0.0088
O 0.0092 -0.0015 0.0145
O -0.0166 -0.0064 -0.0755
O -0.0026 0.0003 0.0118
O -0.0017 0.0014 0.0054
O -0.0074 0.0103 0.0158
O -0.0093 0.0123 0.0161
O 0.0062 -0.0021 0.0495
O -0.0035 0.009 0.0207
O 0.0096 -0.0135 -0.0842
O 0.0003 -0.0044 0.0194
O -0.0039 0.0009 0.0083
O 0.0095 0.0091 0.014

The program warned: the cutoff lies below the one the program advises for these potential files; the forces do not sum to zero within the program's tolerance; the exchange-correlation potential is rough where the density is thin.
